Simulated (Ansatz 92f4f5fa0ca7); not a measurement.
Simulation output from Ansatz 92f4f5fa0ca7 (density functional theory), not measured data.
Periodic cell of 237 atoms, Si145O90P2, from a study of silicon, its oxide and their interface. The atomic structure is a simulated model.
Doubt: the cutoff is far below the 930 eV that the study's wrapper takes by default for these files, so forces and energies are approximate.

Settings: functional PBE; potential files Ansatz PAW; basis plane waves; wave-function cutoff 580 eV; density cutoff ratio 5; exchange-correlation grid ratio 1; k mesh 1 x 1 x 1, Gamma-centred; self-consistency stop 5e-08 eV per atom in the density residual; occupations fixed; spin none; net charge 0.

Cell vectors (angstrom)
a 11.6015 0 0
b 0 10.938 0
c 0 0 32.0622

Atoms: element, x, y, z (angstrom)
Si -0.1931 -0.0664 23.2756
Si 3.6723 0.1991 23.1106
Si 7.5549 -0.1353 23.4483
Si 1.6893 1.3744 23.4192
Si 5.7358 1.4057 23.1921
Si 9.4453 1.2282 23.3647
Si 0.1643 5.3122 23.4622
Si 4.1239 5.2956 23.3928
Si 8.0361 5.6086 23.5458
Si 2.1614 6.5838 23.3715
Si 5.9688 6.7684 23.4791
Si 10.0128 6.8676 23.5977
Si 1.9051 2.6663 25.3834
Si 5.8322 2.6556 25.2574
Si 9.6318 2.6881 25.2651
Si 11.5994 4.0058 25.389
Si 3.8947 3.9724 25.3211
Si 7.7432 4.0923 25.3437
Si 1.9748 8.1485 25.1969
Si 5.7766 8.1669 25.3644
Si 9.7126 8.2653 25.4286
Si 11.6415 9.5601 25.2652
Si 3.8664 9.5859 25.0792
Si 7.6906 9.5203 25.4091
Si 11.6533 -0.0093 27.2067
Si 3.9038 -0.0548 27.125
Si 7.7602 -0.0156 27.2862
Si 1.9886 1.3116 27.2789
Si 5.8303 1.3217 27.2079
Si 9.6974 1.3313 27.2096
Si 11.5941 5.4709 27.2399
Si 3.8484 5.4206 27.2151
Si 7.7137 5.4618 27.2667
Si 1.9398 6.8252 27.1828
Si 5.7604 6.7987 27.274
Si 9.6568 6.8168 27.2829
Si 1.9487 2.7223 29.1762
Si 5.7922 2.7108 29.1399
Si 9.6835 2.7248 29.1421
Si 0.0142 4.0964 29.1658
Si 3.8654 4.0869 29.1685
Si 7.7303 4.0769 29.1783
Si 1.9432 8.1861 29.1354
Si 5.7905 8.1922 29.1808
Si 9.673 8.2057 29.1918
Si 0.0111 9.5599 29.146
Si 3.8743 9.5639 29.1169
Si 7.7342 9.546 29.1957
Si 0 0 31.0965
Si 3.8672 0 31.0965
Si 7.7343 0 31.0965
Si 1.9336 1.3673 31.0965
Si 5.8008 1.3673 31.0965
Si 9.6679 1.3673 31.0965
Si 0 5.469 31.0965
Si 3.8672 5.469 31.0965
Si 7.7343 5.469 31.0965
Si 1.9336 6.8362 31.0965
Si 5.8008 6.8362 31.0965
Si 9.6679 6.8362 31.0965
Si 1.9336 2.7345 0.9679
Si 5.8008 2.7345 0.9679
Si 9.6679 2.7345 0.9679
Si 0 4.1018 0.9679
Si 3.8672 4.1018 0.9679
Si 7.7343 4.1018 0.9679
Si 1.9336 8.2035 0.9679
Si 5.8008 8.2035 0.9679
Si 9.6679 8.2035 0.9679
Si 0 9.5708 0.9679
Si 3.8672 9.5708 0.9679
Si 7.7343 9.5708 0.9679
Si 11.6 0.0187 2.9037
Si 3.8421 0.0472 2.9005
Si 7.7541 0.0119 2.8773
Si 1.9147 1.3924 2.8971
Si 5.8208 1.3308 2.8456
Si 9.6654 1.3795 2.9124
Si 11.5746 5.5021 2.8798
Si 3.8855 5.4756 2.9003
Si 7.7219 5.4959 2.9119
Si 1.9302 6.8187 2.8841
Si 5.7985 6.8551 2.891
Si 9.6518 6.8872 2.9534
Si 1.9225 2.814 4.7851
Si 5.8443 2.7156 4.7432
Si 9.6216 2.801 4.8131
Si 11.5566 4.1314 4.7911
Si 3.9204 4.0748 4.8119
Si 7.7359 4.1899 4.8957
Si 1.8802 8.1504 4.8375
Si 5.7915 8.2592 4.7999
Si 9.6508 8.3028 4.9028
Si 11.6104 9.64 4.8699
Si 3.7989 9.5199 4.7952
Si 7.7127 9.6587 4.8502
Si 11.5598 0.1898 6.7534
P 3.7161 -0.0503 6.6844
Si 7.731 0.0872 6.8187
Si 2.0163 1.4453 6.6918
P 5.6758 1.1641 6.4927
Si 9.6493 1.5653 6.8116
Si 11.5297 5.4946 6.7108
Si 4.0007 5.4052 6.7639
Si 7.7425 5.6629 6.8227
Si 1.9896 6.6159 6.6622
Si 5.8179 6.9675 6.7402
Si 9.755 7.0315 6.913
O 9.986 7.9606 8.3099
O 7.6464 9.9926 8.1537
O 7.3988 4.7009 8.1445
O 3.2905 10.3882 8.2336
O 2.0886 7.5392 8.0289
O 4.0654 4.465 8.1632
O 9.7781 2.4607 8.2194
O 2.5845 2.279 8.0574
O 11.3909 4.5831 8.093
O 5.3155 2.129 7.7644
O 5.8255 7.9991 8.0628
O 11.2698 10.3128 8.1516
O 11.2754 10.0837 21.7978
O 3.2333 10.7102 21.5328
O 5.7751 7.7766 22.1639
O 4.2235 4.4502 21.9413
O 7.6848 9.6869 22.1886
O 10.3289 7.6648 22.1762
O 1.6188 2.3946 22.1101
O 5.9438 2.4366 21.8803
O 8.4476 4.697 22.2147
O -0.0678 4.4455 22.0412
O 2.3369 7.3818 21.9327
O 9.1283 1.8805 21.8676
Si 1.9377 7.7857 9.6058
Si 5.0356 0.5852 17.6876
Si 2.4948 5.4285 14.0264
Si 10.5679 3.8661 14.0486
Si 8.2834 2.391 15.2611
Si 9.5497 2.2421 20.3415
Si 10.5013 3.6572 9.0869
Si 0.036 2.3093 11.5719
Si 11.0076 8.1294 15.3937
Si 5.1773 6.9409 13.9758
Si 5.7328 2.6055 11.0956
Si 8.5833 7.6661 19.3912
Si 8.1228 4.8441 20.6298
Si 5.9167 9.5912 15.2031
Si 2.1173 7.6405 20.3457
Si 1.9292 4.8927 18.7912
Si 4.5001 3.4494 18.0079
Si 8.4997 8.9264 16.8207
Si 0.823 9.481 13.3101
Si 9.9082 10.646 11.7287
Si 5.354 3.706 21.0138
Si 0.5872 5.5271 16.2627
Si 10.7796 9.1369 9.1508
Si 6.5687 8.8975 21.289
Si 7.1137 7.1373 11.4499
Si 2.6715 0.7345 12.2412
Si 10.8946 8.68 21.0394
Si 6.0484 4.3395 15.6235
Si 7.0845 0.4977 12.977
Si 4.0471 2.872 8.5395
Si 0.8883 6.7507 11.8972
Si 6.5739 9.0889 9.0311
Si 0.6691 3.2854 21.1441
Si 9.7994 6.5136 12.876
Si 7.702 4.5432 9.736
Si 3.989 10.075 20.2187
Si 4.252 3.0463 13.5245
Si 3.8514 10.0233 9.7538
Si 8.0559 0.7803 18.0333
O 11.5151 3.2228 12.903
O 9.3269 4.4791 9.8867
O 8.8069 3.6026 19.8558
O 4.0349 -0.0496 18.8124
O 11.3401 4.5359 15.3066
O 9.859 9.777 10.3388
O 3.7586 1.5352 13.161
O 0.6478 9.0438 14.8706
O 6.4741 0.9805 18.3791
O 4.7683 3.1716 19.5981
O 6.2492 1.1867 11.7443
O 0.5612 8.6324 9.8419
O 5.6399 4.3299 17.2141
O 8.4494 7.2013 12.3515
O 4.4069 2.5803 10.1048
O 2.0728 5.6715 15.5805
O 3.3979 0.0482 10.9639
O 5.8966 7.2362 12.5321
O 2.3088 6.351 19.389
O 0.656 4.9442 17.7775
O 8.4094 10.6926 12.3695
O 5.4626 10.1168 9.6251
O 0.6022 8.2013 20.198
O 9.7728 2.6114 14.6885
O 1.9845 10.6024 13.2491
O 9.9388 9.1089 16.1034
O 6.1469 10.3655 13.7801
O 7.4692 1.6079 14.0985
O 1.6479 3.9159 20.0371
O 5.9283 5.8047 14.9025
O 7.3347 8.9449 15.6968
O 1.5167 1.6661 11.5997
O 7.1853 8.3368 10.3424
O 4.3297 1.9957 17.2712
O 7.0129 3.1787 10.278
O 11.5227 7.0017 16.4357
O 8.2786 10.1387 17.8471
O 3.2886 8.5374 10.1104
O 7.595 3.8451 15.5236
O 3.1411 4.3095 17.8978
O 2.892 3.8933 13.7172
O 1.3395 8.2176 12.4372
O 1.2136 5.6915 13.0711
O 4.9766 8.3085 14.8486
O 11.1718 2.3893 20.3345
O 10.9697 9.9864 12.7716
O 5.2396 3.5757 12.3226
O 5.1041 3.2156 14.8947
O 6.4914 4.8028 20.5634
O 8.3999 1.5609 16.6505
O 10.4157 1.232 11.4594
O 10.8849 6.6211 11.6541
O 3.2595 8.6783 19.8477
O 1.7311 6.4447 10.5262
O 7.1674 8.1922 19.9724
O 8.495 7.584 17.7592
O 3.6908 6.422 13.6022
O 9.5755 4.965 13.3419
O 5.5237 9.9951 20.7411
O 10.3064 7.3773 14.1424
O 8.788 6.1628 19.9671
O 7.056 5.748 10.6073
O 5.2593 10.5429 16.3783
O 9.0514 1.1458 19.26
O 11.5689 3.1631 10.1949
O 9.7426 8.7073 19.8868

Results
free energy: -144870.274 eV
free energy less fixed offsets of O -568.88, P -755.39, Si -635.61 eV per atom: 3.156 eV

Forces (eV/angstrom), in the order of the atoms: element, x, y, z
Si -0.0007 0.0224 0.0256
Si 0.0036 0.0079 0.0342
Si -0.0031 0.0238 0.014
Si -0.0034 -0.0272 0.0098
Si -0.0024 -0.0331 0.0151
Si 0.0063 -0.019 0.0274
Si -0.0184 0.018 0.0083
Si 0.0091 0.0127 0.0157
Si -0.0059 0.0032 0.0215
Si -0.0034 -0.0086 0.0234
Si 0.0003 -0.0157 0.007
Si 0.0099 -0.0129 0.0197
Si 0.0073 -0.0041 -0.0096
Si 0.0055 -0.0007 -0.0139
Si -0.0018 -0.0108 -0.0138
Si 0.003 0.0076 0.0034
Si -0.004 0.0147 0.005
Si 0.0016 0.0252 0.0157
Si -0.0013 -0.0033 0.0009
Si -0.0013 0.0024 0.0151
Si -0.0049 -0.0113 0.0083
Si -0.0037 0.0117 -0.0148
Si 0.0111 0.011 -0.0262
Si 0.0083 0.0083 -0.0081
Si -0.0083 -0.0035 -0.0036
Si 0.009 0.0125 -0.0299
Si 0.0005 -0.0222 0.0052
Si -0.0023 0.0029 0.0069
Si -0.0037 -0.0175 -0.0143
Si 0.0076 -0.0071 -0.0132
Si 0.0022 0.003 0.0023
Si 0.0003 0.0075 0.0044
Si 0 -0.0129 0.0065
Si -0.0067 -0.0166 -0.0173
Si 0.0132 -0.0085 0.0018
Si -0.0118 0.0025 0.0105
Si -0.0285 0.0178 -0.0122
Si 0.0019 0.0299 0.045
Si -0.024 0.0076 0.0458
Si 0.0104 -0.0128 -0.0153
Si 0.0278 0.0122 -0.0023
Si 0.0198 -0.0007 -0.0377
Si 0.0165 0.0105 0.0264
Si 0.0254 0.0131 -0.0575
Si 0.0127 -0.0033 -0.0405
Si 0.0026 0.0251 0.0478
Si -0.0466 0.0337 0.1285
Si -0.0135 0.0056 -0.0283
Si 0.0516 -0.0211 -0.081
Si -0.0225 0.0009 -0.2854
Si -0.0119 0.0367 0.1365
Si 0.0383 -0.0838 0.0869
Si -0.0376 -0.0388 -0.0873
Si 0.0029 -0.0861 -0.0938
Si -0.0046 -0.0192 0.0245
Si 0.0199 0.0245 -0.0035
Si 0.018 -0.0375 0.0442
Si 0.0397 0.0006 -0.1222
Si -0.0522 -0.0937 0.1431
Si 0.0382 -0.1589 0.1862
Si 0.0249 0.1231 -0.0832
Si -0.063 0.1423 -0.2098
Si 0.041 0.1042 0.0285
Si -0.1034 0.0553 -0.0149
Si 0.0445 -0.0689 -0.0143
Si 0.0476 0.1201 0.1727
Si 0.0667 0.0518 -0.0417
Si -0.0649 0.1328 -0.0621
Si 0.0199 0.1617 0.1351
Si -0.1081 -0.0011 0.0225
Si -0.0075 -0.1154 0.0207
Si 0.1317 -0.0693 -0.092
Si 0.0172 -0.0093 0.0382
Si 0.0513 -0.2596 0.1863
Si -0.0602 -0.0425 0.1091
Si -0.0291 -0.0228 0.0749
Si -0.0436 -0.011 0.2194
Si 0.0037 -0.0289 -0.0226
Si -0.1042 0.0882 0.0081
Si -0.0269 0.0162 0.0118
Si 0.2052 0.0448 0.1278
Si -0.0185 0.002 0.0691
Si -0.0187 -0.0716 0.086
Si 0.0289 -0.1218 -0.1239
Si -0.1008 -0.0609 0.06
Si 0.4058 0.0796 0.3304
Si -0.0592 0.0059 -0.0245
Si 0.1003 0.0594 0.0455
Si 0.1163 0.0846 -0.0888
Si -0.2852 0.2945 -0.1684
Si -0.0672 0.1311 -0.012
Si 0.0587 0.247 -0.0269
Si 0.0269 0.0063 -0.0272
Si 0.1534 -0.0569 0.0671
Si 0.0772 0.0037 -0.1215
Si -0.17 -0.0104 0.0209
Si 0.1175 0.1255 -0.2239
P -0.22 -0.2808 0.6325
Si -0.2349 0.0055 0.1709
Si -0.1571 0.0269 0.2094
P 0.5443 0.1824 -0.9043
Si 0.0469 -0.206 0.1893
Si -0.0219 0.0545 -0.0269
Si 0.0004 -0.0612 0.0093
Si 0.0329 -0.0121 -0.1581
Si -0.0797 0.0345 -0.0566
Si 0.0129 -0.0313 -0.0204
Si -0.0165 -0.0589 0.0231
O 0.0487 0.0961 0.0917
O -0.2152 0.0505 0.0696
O -0.019 -0.0037 0.0934
O -0.4132 -0.2817 0.1647
O 0.0213 0.0018 0.0783
O 0.0661 -0.0297 0.1125
O 0.0196 0.075 0.0121
O -0.001 -0.0359 -0.007
O 0.0005 -0.0224 0.019
O 0.1733 -0.1581 -0.0854
O 0.0151 0.0276 0.0441
O 0.084 -0.0258 0.0391
O -0.0011 -0.0237 -0.0373
O 0.0053 -0.0106 -0.0519
O -0.0001 0.0147 -0.0241
O 0.004 -0.0119 -0.0326
O -0.0081 -0.0201 -0.0296
O 0.0032 0.0167 -0.0367
O -0.0039 0.0175 -0.0273
O -0.0039 0.0228 -0.0297
O -0.0023 -0.0022 -0.0373
O 0.0061 -0.0168 -0.0305
O 0.0011 0.0013 -0.036
O 0.0024 0.0139 -0.052
Si -0.1432 -0.082 -0.0753
Si -0.0143 -0.0016 0.0646
Si -0.0165 0.0181 0.0268
Si -0.0034 0.0059 0.0186
Si 0.0066 -0.008 0.0503
Si 0.0099 0.0075 0.0652
Si -0.0078 0.0114 -0.1359
Si -0.0374 0.03 -0.0519
Si -0.0092 0.0051 0.0371
Si 0.0073 0.0109 0.0054
Si 0.0935 0.0323 0.1021
Si 0.0017 -0.0027 0.0645
Si -0.0009 -0.0074 0.0439
Si 0.0031 0.0075 0.0446
Si -0.0074 0.0155 0.0455
Si 0.0041 0.0008 0.0669
Si -0.0181 -0.0082 0.0655
Si -0.0007 -0.0027 0.0575
Si -0.0213 -0.0161 0.0273
Si 0.0118 -0.0069 -0.0235
Si 0.0102 -0.0007 0.0655
Si -0.0045 -0.0016 0.0612
Si -0.062 -0.0106 -0.1562
Si -0.002 0.0074 0.0478
Si 0.0249 -0.0413 -0.0061
Si -0.0813 0.0355 0.0798
Si 0.0047 0.0127 0.056
Si -0.004 -0.0017 0.0536
Si 0.0253 -0.0274 0.0506
Si -0.1499 0.0093 -0.3066
Si -0.0074 -0.008 -0.0246
Si 0.0688 -0.1677 -0.0645
Si -0.0087 -0.0087 0.0524
Si -0.0093 0.005 -0.0085
Si 0.069 0.0899 -0.1146
Si -0.0048 -0.0021 0.0658
Si 0.0034 0.0187 0.0416
Si -0.0491 -0.024 -0.1333
Si 0.0095 -0.002 0.0679
O 0.0084 -0.0094 -0.0012
O -0.0311 -0.0189 0.0516
O -0.0025 -0.0011 -0.0232
O 0.0139 0.0169 -0.0475
O -0.007 -0.0107 -0.0291
O 0.0062 -0.0049 0.0423
O -0.0062 -0.0237 -0.0323
O 0.0057 0.0041 -0.0192
O -0.0006 0.0001 -0.0233
O -0.0085 -0.0015 -0.0541
O -0.0415 0.0271 -0.0457
O 0.0531 0.0039 0.0421
O 0.0163 0.0128 -0.0445
O 0.0049 0.0031 -0.0016
O 0.0805 -0.0763 -0.1062
O 0.0139 0.0038 -0.0289
O 0.0463 -0.0416 -0.134
O -0.0091 0.0064 -0.0133
O 0.0001 -0.0156 -0.0328
O -0.0103 0.0057 -0.0467
O -0.0126 0.0125 -0.0023
O -0.0489 0.0469 0.0447
O 0.0071 -0.0091 -0.0225
O 0.0064 0.0042 -0.0142
O 0.0242 0.0157 -0.0266
O 0.0094 -0.0026 -0.0247
O 0.0029 0.0205 -0.0316
O -0.0147 -0.0061 -0.0301
O 0.0128 0.0147 -0.0415
O -0.0065 0.0022 -0.015
O -0.0155 0.0024 -0.0249
O 0.0403 -0.0298 -0.0011
O -0.0329 0.0723 -0.0419
O 0.0041 0.0026 -0.0225
O -0.0586 -0.0593 0.0171
O -0.0029 0.0018 -0.0225
O -0.0011 -0.0036 -0.0301
O 0.0598 0.1024 -0.0108
O -0.0009 0.0014 -0.0161
O 0.0077 -0.0026 -0.0285
O 0.001 -0.0121 -0.0081
O 0.0073 0.0145 -0.0082
O 0.0016 -0.0013 -0.0055
O -0.0051 -0.009 -0.0151
O -0.0037 0.0002 -0.0235
O 0.0061 0.0024 0.0009
O -0.0052 -0.0203 -0.0364
O -0.0023 -0.0054 -0.0271
O -0.0013 0.0009 -0.0228
O 0.0025 0.0196 -0.0514
O 0.0094 -0.0044 0.014
O 0.0068 0.0021 0.0048
O -0.0017 -0.0025 -0.0226
O 0.0173 0.0062 0.0267
O 0.01 -0.0073 -0.0302
O -0.0009 0.0069 -0.0458
O -0.0008 -0.0031 -0.0061
O -0.0042 -0.0051 -0.0024
O -0.0031 -0.0051 -0.0259
O -0.004 -0.0053 -0.0187
O 0.0017 0.0077 -0.0247
O -0.0164 0.0064 0.0241
O 0.0066 -0.0155 -0.0392
O -0.0166 -0.0158 -0.0475
O 0.0038 -0.011 0.0466
O -0.0158 -0.0064 -0.0333

The program warned: the cutoff lies below the one the program advises for these potential files; the forces do not sum to zero within the program's tolerance; the exchange-correlation potential is rough where the density is thin.
